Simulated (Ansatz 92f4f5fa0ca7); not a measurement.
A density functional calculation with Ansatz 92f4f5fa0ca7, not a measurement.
Periodic cell of 220 atoms, Si132O88, from a study of silicon, its oxide and their interface. The atomic structure is a simulated model.
This geometry differs little from another in the collection (a relaxation step or a small displacement).

Settings
functional: r2SCAN
potential files: Ansatz PAW
basis: plane waves
wave-function cutoff: 800 eV
density cutoff ratio: 5
exchange-correlation grid ratio: 1
k mesh: 1 x 1 x 1, shifted by 0.5 0.5 0 of a step
self-consistency stop: 1e-10 eV per atom in the density residual
occupations: fixed
spin: none
net charge: 0

Cell vectors (angstrom)
a 10.888 0 0
b 0 10.888 0
c 0 0 31.7229

Atoms: element, x, y, z (angstrom)
Si 2.8745 2.2749 -1.0035
Si 1.0764 1.1962 1.2938
Si -0.998 4.1984 1.3644
Si 2.5756 8.3649 0.1303
Si 5.1111 0.7133 -1.9077
Si 8.7179 1.7633 -0.2523
Si 6.0288 5.2935 -0.0084
Si 7.532 8.7497 0.1825
Si -0.4966 0.0464 -0.0984
Si 4.4663 3.9613 1.0247
Si 0.0436 5.7179 -0.1131
Si 4.1061 9.6293 1.3433
Si 6.9684 1.2543 1.3226
Si 12.0769 7.0594 1.4347
Si 6.8858 6.88 1.4306
Si 9.3289 9.5541 1.4394
Si 0.0615 2.7128 2.8222
Si 2.6791 0.0601 2.6573
Si -0.1787 8.2639 2.8096
Si 2.4722 5.5986 2.7638
Si 5.5772 2.6722 2.6241
Si 8.1441 0.0246 2.8804
Si 5.3493 8.1319 2.7306
Si 8.3083 5.4712 2.6813
Si 1.3548 4.1063 4.1856
Si 4.0919 1.4096 4.0084
Si 1.3286 9.5747 4.0593
Si 4.0096 6.7925 4.091
Si 6.8609 4.106 3.9935
Si 9.5175 1.4077 4.1604
Si 6.7424 9.4911 4.1142
Si 9.5106 6.8056 4.1781
Si 0.0073 0.026 5.4628
Si 2.7834 2.7517 5.4542
Si -0.0201 5.4406 5.5278
Si 2.6638 8.1764 5.4324
Si 5.3917 0.0123 5.4231
Si 8.1381 2.7663 5.4598
Si 5.4555 5.434 5.3779
Si 8.1209 8.1644 5.4941
Si 1.3897 1.3688 6.7918
Si 4.1458 4.0932 6.8037
Si 1.3624 6.8056 6.8397
Si 4.0385 9.5317 6.7804
Si 6.79 1.3636 6.787
Si 9.498 4.0775 6.849
Si 6.7623 6.7866 6.8096
Si 9.5303 9.5339 6.8105
Si -0.0055 2.6816 8.152
Si 2.704 -0.0176 8.1661
Si -0.0064 8.1679 8.1808
Si 2.7683 5.441 8.159
Si 5.4643 2.7164 8.1793
Si 8.1691 0.0136 8.1553
Si 5.3999 8.1723 8.1405
Si 8.1486 5.4523 8.1748
Si 1.3887 4.0318 9.4493
Si 4.0863 1.3283 9.4983
Si 1.3605 9.5103 9.5525
Si 4.0762 6.8298 9.5483
Si 6.8407 4.0695 9.5359
Si 9.5567 1.3138 9.5614
Si 6.7916 9.5259 9.4735
Si 9.5105 6.8134 9.5229
Si -0.0018 -0.0888 10.9632
Si 2.6841 2.6342 10.8378
Si 0.0455 5.4034 10.7638
Si 2.6971 8.162 10.9503
Si 5.4397 -0.0274 10.8554
Si 8.2117 2.7075 10.8962
Si 5.4952 5.4768 10.8428
Si 8.1377 8.1983 10.8625
Si 1.3793 1.2638 12.2987
Si 4.0725 4.077 12.0276
Si 1.3022 6.7279 12.2276
Si 4.1256 9.5064 12.276
Si 8.1793 0.0002 13.6493
Si 9.639 4.0825 12.1869
Si 6.8515 6.8219 12.2603
Si 9.5104 9.4257 12.3463
Si 1.7451 3.8349 14.8673
Si 2.9248 0.0744 13.6896
Si -0.7739 10.4757 17.0315
Si 2.7657 5.3843 13.4438
Si 5.5093 2.8454 13.3597
Si 6.8336 1.3075 12.196
Si 5.5149 8.1852 13.6653
Si 7.4539 4.0949 15.341
Si 0.082 2.7319 13.6033
Si 4.0833 1.7796 14.8148
Si -0.4931 7.5303 13.5542
Si 5.401 5.21 17.2181
Si 8.6898 5.8626 13.405
Si 9.3622 1.6277 14.886
Si 8.1631 8.4453 16.6567
Si 6.8451 9.5677 15.0731
Si 27.1703 -12.0621 22.1956
Si -6.2106 -0.454 26.9729
Si 1.4857 21.2388 26.8723
Si 19.8689 18.2494 20.8394
Si 7.1361 5.0556 25.0058
Si 9.3814 4.9606 19.2575
Si 0.3002 12.8151 25.0558
Si 12.4155 21.0384 18.7349
Si -15.8957 10.5008 31.7937
Si -4.0624 7.0826 22.7805
Si 5.1035 4.8436 21.6483
Si 15.6261 -14.2366 27.4052
Si 4.1722 17.5252 29.961
Si 2.8764 20.0749 16.1957
Si 12.4939 0.6752 22.6507
Si 3.0366 1.6243 20.0015
Si -8.9445 15.5159 29.1931
Si 7.3419 5.689 27.8203
Si 2.1845 18.3831 25.7369
Si 5.5097 21.603 16.6724
Si 7.612 24.6631 20.9182
Si 14.8858 -14.9803 14.8106
Si 21.2065 18.66 15.9302
Si -3.9077 3.1873 29.7492
Si -10.4271 31.0197 21.3557
Si 0.4698 -1.2663 29.7955
Si -6.5233 3.8626 24.5295
Si -7.655 15.3723 19.1464
Si -8.2174 -1.9892 23.1089
Si 12.5145 37.2926 26.0543
Si 16.8118 -21.1438 19.7233
Si 11.7251 16.2499 17.5367
Si -3.4548 -14.7819 18.328
Si -1.7673 18.3436 29.7661
Si 19.217 2.5142 23.8475
Si 5.556 11.991 24.4267
O -11.3987 -13.3873 -2.3967
O -1.0221 -4.771 -11.4235
O 5.2352 -11.0021 -3.2798
O -8.4909 10.4489 -8.1845
O -2.4397 6.6001 -3.1481
O 4.0619 13.9517 -0.2669
O 14.8425 -1.9321 -9.5971
O -10.2494 14.2868 -6.0666
O 13.0186 5.517 -13.1955
O 31.3958 6.465 -0.7719
O 16.5955 26.119 -6.4191
O -13.8353 27.1207 -5.3571
O 22.6676 16.0624 -1.4173
O 9.3868 14.0405 0.2224
O -3.1071 7.6761 19.7729
O 6.2782 3.7508 21.3199
O 4.8483 1.2223 16.1536
O 2.5456 11.3585 18.9972
O 4.7397 16.7624 15.9183
O 5.8207 -0.6411 20.729
O 13.2122 -0.7066 15.0358
O 15.2078 18.7615 28.9406
O 16.6936 6.2877 21.8125
O 1.3573 -1.6681 20.0221
O -0.062 -12.439 16.1014
O 12.3609 15.626 27.6651
O 10.6486 4.494 18.3904
O 33.9814 -13.4288 22.4013
O 2.5272 3.0654 19.4802
O 3.0759 10.6688 26.9018
O -3.9528 14.9324 31.1387
O 19.2538 -5.4861 14.9912
O 1.1982 15.3867 16.2338
O 16.3045 -21.3449 25.8733
O -13.087 -22.8291 17.4558
O 2.5266 1.3467 21.5091
O 8.425 2.3914 22.2345
O 3.086 15.1408 25.436
O -5.1791 23.9868 29.5079
O 16.8347 6.4747 27.4987
O 34.018 19.6988 26.2778
O 21.872 -10.9962 18.3454
O 18.0072 15.1441 28.551
O 4.3738 20.4465 16.6657
O 39.7126 23.4632 24.3539
O 6.6077 15.1577 16.6958
O -14.5827 1.5696 20.0741
O -8.0261 -3.2016 15.5966
O 5.3245 10.9571 23.217
O 18.8563 -2.4646 30.352
O -6.455 34.9244 24.3248
O 5.1235 19.7949 26.6598
O -4.4287 19.5378 22.7746
O -11.7542 11.8532 16.2159
O -7.9535 -13.8257 24.3727
O 14.8723 15.874 20.4901
O 30.0913 13.6328 15.4686
O 6.8122 17.3434 24.2622
O 8.6346 14.6465 20.0172
O 0.9082 21.2403 28.4033
O 9.6128 -8.9562 24.6491
O 19.2236 17.8136 22.2417
O 0.7035 22.4238 26.0266
O 1.2726 6.1511 25.5286
O -7.3727 11.7878 30.1614
O -10.6691 6.7751 16.9932
O 2.0579 9.2046 17.5657
O -2.5096 16.5648 18.2158
O -4.9659 6.4014 18.2024
O 4.643 1.5932 19.9628
O 12.6233 2.1067 31.8244
O -4.8778 10.9733 18.1978
O -7.4988 6.9856 26.7041
O 35.7733 4.6234 33.3291
O -10.515 21.6552 21.9282
O 4.3356 15.3893 23.0377
O 3.4917 7.1218 31.3167
O -35.339 13.0179 29.9437
O 13.7699 2.7579 15.3525
O -4.4212 3.9921 14.0632
O -30.4172 3.0704 29.4734
O -5.2518 16.9715 30.3293
O -6.521 4.2755 18.0097
O 8.0838 25.8688 24.1252
O 12.0011 12.7005 23.6593
O -7.5617 5.4418 29.3145
O 9.885 8.6692 21.0702
O 1.7865 9.015 30.561

Results
free energy: -134622.000 eV
free energy less fixed offsets of O -570.45, Si -639.56 eV per atom: -0.480 eV

Forces (eV/angstrom), in the order of the atoms: element, x, y, z
Si 0.0018 0.0013 -0.0308
Si -0.0077 0.0043 -0.0061
Si -0.0002 -0.0089 -0.0042
Si -0.0064 -0.0002 -0.0205
Si -0.0021 -0.0023 -0.0324
Si -0.0066 -0.0034 -0.0123
Si -0.0082 -0.0026 -0.0225
Si 0.0024 -0.0004 -0.0114
Si 0.0063 -0.0029 0.0012
Si -0.0117 0.0014 -0.0104
Si -0.0004 0.0001 -0.0265
Si 0.0014 -0.0018 -0.0002
Si -0.0015 0.002 0.0039
Si 0.0011 0.0013 0.0041
Si 0.0023 -0.0011 0.0095
Si -0.0012 0 0.0052
Si -0.0022 -0.0026 -0.003
Si 0.0016 0.0012 0.0018
Si -0.0026 0.0011 -0.0023
Si -0.0035 -0.0004 -0.0079
Si 0.0034 -0.0038 -0.0003
Si -0.0029 -0.0002 -0.0057
Si 0.0018 -0.0005 -0.0031
Si -0.0039 -0.001 0.0055
Si -0.0005 0.0013 -0.0009
Si -0.0012 0.0019 -0.0024
Si -0.0021 0.0025 0.0023
Si 0.0031 0.0007 0.0018
Si 0.0033 0.0005 -0.0029
Si 0.0002 -0.0023 0.0029
Si -0.0021 0.0025 0.0055
Si -0.0007 0.0046 -0.0001
Si 0.0004 0.0006 0.0034
Si -0.0007 -0.0016 0.0007
Si -0.0002 -0.0001 0
Si -0.0008 0.0015 -0.0014
Si -0.0014 0.0033 -0.001
Si -0.0005 0.0036 0.0001
Si -0.0015 0.0013 0.0011
Si -0.0004 -0.0002 -0.0011
Si 0.001 -0.0015 0.0003
Si 0.0022 -0.0013 -0.0004
Si -0.0021 -0.0002 -0.0003
Si -0.0051 -0.0016 0.001
Si -0.0005 -0.0002 0.0011
Si -0.0022 0.0014 0.0003
Si 0.002 -0.0016 -0.0001
Si 0.0021 -0.0008 -0.0008
Si -0.0032 0.0016 -0.0011
Si 0.0005 0.0031 0.0013
Si -0.001 -0.0011 -0.0008
Si -0.0025 0.0003 -0.0005
Si -0.0007 -0.0003 -0.0006
Si -0.0014 -0.0004 -0.0015
Si 0.0017 0.0007 -0.0001
Si 0.0008 0.0014 -0.0002
Si 0.0003 -0.0001 -0.0009
Si -0.0008 0.0033 -0.0006
Si -0.0029 -0.0016 0.0032
Si -0.0033 -0.0019 0.0014
Si 0.0004 0.0018 0.0001
Si 0.0003 0.0014 -0.0003
Si 0.0004 -0.0011 0.0003
Si -0.0018 0.0022 -0.0023
Si -0.0026 0.0011 0.0037
Si -0.0001 0.0032 -0.0018
Si 0.0054 0.0041 -0.0014
Si -0.0014 -0.0023 0.0022
Si 0.0014 -0.0007 0.0011
Si 0.0042 0.0012 0.0026
Si 0.0016 0.0071 0.0002
Si 0.0028 0.0016 0.0008
Si 0.0006 -0.0001 0.0024
Si 0.0005 0.0021 0.0016
Si -0.0029 0.0003 -0.0056
Si 0.003 0.0024 0.0023
Si 0.0009 0.0093 -0.0026
Si 0.001 -0.0018 0.0001
Si -0.0078 0.0013 -0.0022
Si -0.0025 0.0003 -0.0029
Si -0.0023 0.0015 0.0174
Si -0.0039 -0.0078 0.0047
Si 0.0017 -0.0027 0.0403
Si 0.0021 0.0003 0.0002
Si 0.0109 0.0103 0.0102
Si 0.0042 -0.0051 -0.0011
Si 0.0062 -0.0004 -0.0004
Si -0.0067 0.0028 0.0243
Si -0.0017 0.0003 0.0043
Si 0.0056 0.0039 0.0271
Si 0.0051 0.008 -0.0099
Si -0.007 0.0001 0.0305
Si -0.0021 -0.0025 0.0143
Si -0.0065 0.0023 0.0157
Si 0.0121 0.0019 0.002
Si -0.0023 -0.0032 0.0035
Si -0.0035 -0.0026 0.0119
Si -0.0024 -0.0018 -0.0239
Si 0.0024 -0.0049 -0.0291
Si 0.0076 0.0017 0.0261
Si -0.0037 -0.0005 -0.0142
Si -0.002 -0.0069 0.031
Si -0.0043 0.0022 -0.0104
Si 0.0043 0.0072 0.0338
Si -0.0028 0.0031 -0.0023
Si -0.0018 -0.001 0.0049
Si 0.0045 0.0008 0.0115
Si -0.0071 -0.0006 -0.0215
Si -0.0006 -0.0008 -0.0304
Si 0.0042 -0.0031 0.0243
Si -0.0017 -0.0017 0.0072
Si 0.0011 -0.0011 0.0157
Si 0.0026 0.0024 -0.0333
Si -0.0054 0.0055 -0.0297
Si -0.0032 0.0015 -0.0108
Si 0.0004 0.0054 0.0262
Si 0 0.0019 0.0154
Si 0.0043 -0.0056 0.0157
Si -0.0044 -0.0048 0.0183
Si -0.0013 0.0062 -0.0341
Si 0.0005 0.0002 0.0204
Si -0.0031 -0.0054 -0.0217
Si 0.0008 -0.0047 -0.0039
Si 0.0013 -0.0038 0.0257
Si 0.0001 0.0006 -0.0004
Si 0.0036 -0.0007 -0.0125
Si -0.0017 0.0064 0.0275
Si 0.0023 -0.0042 0.0275
Si -0.0004 -0.0059 0.0266
Si -0.0013 -0.0072 -0.0348
Si -0.0014 -0.0028 0.0087
Si 0.0007 0.0056 -0.006
O -0.0029 0.0035 0.009
O -0.0016 -0.0043 -0.0079
O 0.003 0.0094 0.0263
O 0.0004 0.0001 -0.0003
O 0.0105 0.01 0.0204
O 0.0046 0.0111 0.007
O 0.0024 0.0002 -0.0008
O -0.0015 0.0024 0.0045
O -0.0067 0.0044 -0.0126
O 0.0079 -0.0087 0.0101
O 0.002 0.0006 0.0037
O -0.0003 -0.0004 0.0094
O -0.009 0.0047 0.0166
O 0.0066 0.0062 0.0063
O -0.0051 -0.0005 -0.0223
O 0.0008 0.0011 -0.0043
O -0.0083 0.0078 -0.0176
O -0.0122 -0.0093 -0.0099
O -0.0118 0.008 -0.0151
O 0.0008 0.0025 -0.0112
O 0.004 0.0093 -0.015
O -0.0054 -0.0107 0.0266
O 0.0014 -0.0015 -0.002
O 0.0013 0.003 -0.0212
O -0.0024 -0.0045 -0.004
O 0.0021 -0.0017 0.0338
O 0.0053 0.0016 -0.0124
O 0.0046 0.001 -0.0047
O 0.0012 0.0043 -0.0076
O 0.0016 0.0017 0.0045
O -0.0019 0.0096 0.015
O -0.0053 -0.0065 -0.0075
O 0.004 -0.0035 -0.0235
O -0.0034 -0.0035 0.009
O 0.0093 0.0012 -0.0171
O 0.0043 0.0032 -0.0085
O -0.0041 0.002 -0.0008
O -0.0039 0.0013 0.0054
O -0.0011 -0.0034 0.0096
O 0.0011 -0.0038 0.008
O -0.0004 0.0057 0.0074
O -0.0112 0.002 -0.0247
O -0.0021 -0.0134 0.0154
O -0.0003 -0.0016 -0.0101
O -0.0013 -0.002 0.0028
O 0.0077 -0.0017 -0.0219
O -0.002 -0.0034 -0.0073
O 0.0015 0.0034 -0.0094
O 0.0024 -0.0018 -0.0018
O -0.0069 0.0048 0.0187
O -0.0003 -0.002 0.0026
O 0.0001 -0.0015 0.0101
O -0.0036 0.0003 -0.0036
O -0.0112 0.0005 -0.018
O -0.0011 0.0005 0.0033
O -0.0062 -0.0002 -0.0154
O 0.0011 0.0045 -0.0145
O -0.0015 -0.0034 0.0034
O 0.0031 0.0085 -0.0117
O -0.0028 -0.0011 0.0216
O -0.0005 0.0004 0.0021
O 0.0023 -0.0014 -0.0078
O 0.0024 -0.0039 0.0085
O -0.0004 -0.0035 0.0051
O -0.0012 0.0004 0.0121
O -0.0024 0.0097 -0.0178
O 0.0051 -0.0034 -0.0194
O -0.0061 0.0072 -0.0121
O 0.0032 0.0007 -0.0111
O -0.0007 -0.0021 -0.0071
O -0.0067 -0.0037 0.011
O -0.0011 -0.0068 -0.0293
O 0.0099 0.0023 0.012
O 0.0057 -0.0061 -0.0013
O 0.0008 -0.003 -0.0056
O -0.001 -0.0005 -0.0029
O -0.0096 0.0086 0.0159
O 0.0024 -0.0027 0.019
O -0.0015 -0.0064 -0.0083
O -0.0059 -0.0033 -0.0085
O 0.0052 -0.0033 0.0224
O 0.0004 -0.0032 0.0162
O 0.0113 0.0063 -0.0213
O -0.0039 0.0039 0.0033
O 0.0015 -0.0013 0.0002
O 0.0035 0.0054 0.019
O -0.0002 -0.0029 -0.0039
O 0.0042 -0.0047 0.0179

The program warned: the cutoff lies below the one the program advises for these potential files; the forces do not sum to zero within the program's tolerance; empty levels may hold ghost states of the PAW files; the exchange-correlation potential is rough where the density is thin.
